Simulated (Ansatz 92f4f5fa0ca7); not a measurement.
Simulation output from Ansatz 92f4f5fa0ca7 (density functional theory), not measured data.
Periodic cell of 223 atoms, Si132O90P1, from a study of silicon, its oxide and their interface. The atomic structure is a simulated model.
Doubt: the cutoff is far below the 930 eV that the study's wrapper takes by default for these files, so forces and energies are approximate.
This geometry differs little from another in the collection (a relaxation step or a small displacement).

Settings
functional: PBE
potential files: Ansatz PAW
basis: plane waves
wave-function cutoff: 580 eV
density cutoff ratio: 5
exchange-correlation grid ratio: 1
k mesh: 1 x 1 x 1, Gamma-centred
self-consistency stop: 5e-08 eV per atom in the density residual
occupations: fixed
spin: none
net charge: +1 e, with a uniform compensating background and no finite-size correction

Cell vectors (angstrom)
a, 10.938, 0, 0
b, 0, 10.938, 0
c, 0, 0, 32.1988

Atoms: element, x, y, z (angstrom)
Si, 10.584, 0.2208, 24.8627
Si, 5.7363, 10.6813, 24.7346
Si, 2.4787, 2.9156, 24.6304
Si, 8.4223, 2.4637, 24.8153
Si, 0.2733, 5.1679, 24.7451
Si, 5.1517, 5.7489, 24.6813
Si, 2.9323, 8.0079, 24.5856
Si, 7.9409, 8.4383, 24.7274
Si, 1.3285, 1.3833, 26.0303
Si, 6.844, 1.3103, 26.1186
Si, 4.0406, 4.1072, 25.9866
Si, 9.6058, 4.0597, 26.0788
Si, 1.3982, 6.8274, 25.9954
Si, 6.7662, 6.854, 26.0203
Si, 4.1007, 9.5338, 25.9929
Si, 9.4595, 9.5713, 26.1565
Si, 2.727, -0.0067, 27.3355
Si, 8.1533, -0.0147, 27.5646
Si, 0.0092, 2.7172, 27.4842
Si, 5.4391, 2.7455, 27.3585
Si, 2.726, 5.4686, 27.4282
Si, 8.1835, 5.4713, 27.3438
Si, -0.0047, 8.1797, 27.3685
Si, 5.4382, 8.1999, 27.4452
Si, 4.078, 1.3659, 28.739
Si, 9.5764, 1.3598, 28.8417
Si, 1.3646, 4.1051, 28.8074
Si, 6.8283, 4.1046, 28.7371
Si, 4.0987, 6.819, 28.8001
Si, 9.5539, 6.8209, 28.7447
Si, 1.3689, 9.5662, 28.733
Si, 6.7813, 9.5471, 28.8567
Si, 0.0224, -0.0229, 30.1546
Si, 5.4188, 0.0154, 30.1646
Si, 2.737, 2.7274, 30.1488
Si, 8.1906, 2.7551, 30.1431
Si, -0.0236, 5.4646, 30.1417
Si, 5.4818, 5.4562, 30.149
Si, 2.728, 8.2109, 30.1292
Si, 8.2022, 8.1762, 30.1539
Si, 1.3768, 1.3542, 31.5255
Si, 6.8194, 1.3857, 31.493
Si, 4.1137, 4.0893, 31.5143
Si, 9.5614, 4.1028, 31.5315
Si, 1.3577, 6.8409, 31.4759
Si, 6.8478, 6.8171, 31.5335
Si, 4.0764, 9.5697, 31.5376
Si, 9.5786, 9.5519, 31.5081
Si, 2.7297, 0.0039, 0.725
Si, 8.1956, 0.0081, 0.6396
Si, 0.0041, 2.7243, 0.6931
Si, 5.4804, 2.7336, 0.6957
Si, 2.7361, 5.491, 0.6442
Si, 8.207, 5.4609, 0.7227
Si, 0.0132, 8.185, 0.6718
Si, 5.4771, 8.2007, 0.6929
Si, 4.1301, 1.3652, 2.0691
Si, 9.5402, 1.346, 2.0437
Si, 1.3819, 4.1305, 2.0159
Si, 6.8453, 4.0845, 2.0804
Si, 4.1054, 6.8281, 2.0484
Si, 9.6077, 6.837, 2.0631
Si, 1.3761, 9.5185, 2.0618
Si, 6.8401, 9.6166, 2.0418
Si, -0.0119, -0.0416, 3.3753
Si, 5.4899, 0.0082, 3.4732
Si, 2.7663, 2.7831, 3.367
Si, 8.1948, 2.6971, 3.4525
Si, 0.0317, 5.4679, 3.4355
Si, 5.4811, 5.4756, 3.4171
Si, 2.773, 8.2003, 3.4519
Si, 8.2111, 8.2316, 3.38
Si, 1.3811, 1.3845, 4.641
Si, 6.8595, 1.3343, 4.8984
Si, 4.152, 4.0892, 4.8184
Si, 9.5826, 4.0764, 4.7617
Si, 1.4049, 6.8419, 4.8145
Si, 6.8346, 6.9011, 4.755
Si, 4.1358, 9.5782, 4.8527
P, 9.5593, 9.5474, 4.7729
Si, 2.7609, 0.1245, 6.0617
Si, 8.2407, -0.0917, 6.2644
Si, 0.0298, 2.6766, 6.0507
Si, 5.487, 2.7087, 6.311
Si, 2.8017, 5.489, 6.2063
Si, 8.1779, 5.4622, 6.0437
Si, -0.0121, 8.2164, 6.1686
Si, 5.5124, 8.2285, 6.2511
Si, 3.8387, 1.5715, 7.6326
Si, 9.8681, 1.1467, 7.4651
Si, 1.621, 3.8, 7.3296
Si, 6.6609, 4.4072, 7.4958
Si, 4.4048, 6.6305, 7.5705
Si, 9.3383, 6.9325, 7.419
Si, 1.1616, 9.9535, 7.3033
Si, 7.1349, 9.2057, 7.696
O, 8.2551, 8.0377, 7.9356
O, 2.7342, 2.7556, 7.95
O, 9.5206, 1.348, 24.2695
O, 4.0501, 6.8654, 24.12
O, 0.0718, 0.0608, 7.993
O, 5.5239, 5.4958, 8.0207
O, 6.8502, 9.5721, 24.2001
O, 1.3665, 4.0583, 24.1651
O, 3.8803, 7.3795, 8.9576
O, 0.7678, 4.3511, 8.6012
O, 9.8261, 6.1947, 8.8035
O, 2.1329, 9.3433, 8.4589
O, 7.5294, 3.9348, 8.8082
O, 4.2473, 0.9134, 9.0876
O, 6.7356, 9.6017, 9.2259
O, 9.1595, 1.8225, 8.7734
O, 7.7059, 3.1444, 23.5134
O, 10.4946, 5.8442, 23.4437
O, 5.089, 0.4385, 23.4045
O, 5.8627, 5.0869, 23.3612
O, 3.1023, 2.2058, 23.2742
O, 2.2964, 8.7219, 23.2259
O, 8.6273, 7.7614, 23.3968
O, 0.2236, 10.3176, 23.6007
Si, 4.3876, 1.5689, 22.4618
Si, 3.4899, 7.9286, 14.0281
Si, 7.1153, 0.958, 14.6672
Si, 0.9412, 9.3544, 22.5173
Si, 1.1812, 4.312, 11.8924
Si, 6.263, 8.9644, 15.3201
Si, 0.6846, 1.3706, 12.2955
Si, 8.625, 4.9525, 20.5059
Si, 0.3325, 5.7062, 9.3679
Si, 5.101, 3.1209, 17.9474
Si, 0.8843, 3.7433, 16.7447
Si, 10.4026, 2.8486, 19.2263
Si, 5.2639, 1.1879, 10.3714
Si, 0.8827, 0.1785, 19.847
Si, 6.6466, 9.4696, 10.8789
Si, 9.3377, 9.6759, 18.3267
Si, 9.3898, 9.2504, 12.5788
Si, 6.5697, 3.8425, 22.5781
Si, 2.4453, 8.0497, 9.3826
Si, 10.5876, 7.3666, 17.0734
Si, 2.5103, 6.2886, 16.5721
Si, 10.1713, 4.4915, 14.1936
Si, 6.1362, 9.1825, 18.515
Si, 7.9519, 2.5665, 9.5896
Si, 8.8856, 2.1354, 12.4595
Si, 5.3354, 6.2434, 18.0644
Si, 3.921, 0.5532, 19.465
Si, 4.2727, 3.8494, 12.0633
Si, 5.5428, 6.6064, 12.132
Si, 8.0114, 2.5043, 17.2208
Si, 4.3589, 2.4825, 14.9711
Si, 1.5423, 1.2115, 15.2577
Si, 1.564, 9.4168, 12.0468
Si, 8.049, 6.8551, 13.8681
Si, 10.3798, 9.8382, 15.4908
Si, 9.8084, 7.0144, 22.5454
Si, 8.106, 5.4853, 17.4059
O, 6.0477, 7.9654, 11.2725
O, 6.0142, 9.2053, 16.8963
O, 7.685, 1.3544, 13.1936
O, 0.9032, 1.7502, 13.8619
O, 9.4242, 6.2562, 16.8749
O, 6.7597, 6.2125, 13.1279
O, 5.1296, 4.6594, 18.6098
O, 9.2307, 2.1585, 18.2722
O, 2.3641, 0.0932, 19.0823
O, 9.4122, 10.2361, 16.7677
O, 2.7869, 4.4459, 11.7147
O, 5.0636, 10.321, 19.1046
O, 9.4263, 3.2419, 13.4893
O, 0.4568, 1.767, 19.9564
O, 3.1562, 1.3607, 15.0627
O, 8.165, 5.38, 19.0205
O, 3.8923, 6.5954, 17.3817
O, 4.5767, 3.2784, 16.3902
O, 9.0565, 5.6661, 14.3092
O, 5.4468, 2.7593, 22.1336
O, 10.6693, 4.1422, 15.6855
O, 0.3427, 3.8686, 18.2793
O, 10.4241, 10.5125, 19.2222
O, 9.6393, 10.0311, 14.0303
O, 10.9105, 8.1177, 22.0848
O, 1.1908, 2.1594, 16.5279
O, 9.7326, 3.7535, 20.4144
O, 8.1307, 4.032, 16.6807
O, -0.0455, 9.1068, 11.9066
O, 6.5846, 2.4151, 18.0106
O, 5.5795, 10.7233, 11.205
O, 7.7476, 9.589, 18.8404
O, 10.0366, 1.0218, 12.0581
O, 1.3367, 6.9277, 9.019
O, 0.6187, 4.7715, 13.3534
O, 5.7017, 7.6214, 18.9786
O, 5.2368, 5.0864, 11.5168
O, 2.7131, 6.9804, 15.1067
O, 0.9115, 2.7508, 11.4632
O, 0.8616, 10.6844, 15.5404
O, 2.3813, 8.5837, 10.8992
O, 4.6817, 2.4336, 11.2827
O, 4.2457, 3.5218, 13.6873
O, 2.1997, 4.6795, 16.4769
O, 10.7, 8.2502, 15.6936
O, 6.9217, 10.2915, 14.668
O, 2.3441, 8.9536, 13.4168
O, 8.0284, 1.5223, 15.9084
O, 4.1266, 7.0046, 12.841
O, 4.1754, 2.0083, 18.7275
O, 7.2895, 4.4183, 21.2578
O, 8.4153, 2.909, 11.1
O, 1.1775, 6.8609, 17.3488
O, 5.6541, 1.5852, 14.7405
O, 8.1301, 9.7633, 11.5885
O, 9.1989, 6.2886, 21.2359
O, 8.9556, 7.7197, 12.8535
O, 1.6567, 0.1213, 11.8698
O, 6.6411, 6.1479, 17.0602
O, 7.395, 7.8026, 15.0394
O, 1.2091, 10.3052, 21.2341
O, 10.0328, 8.1989, 18.3531
O, 3.9481, 0.8453, 21.082
O, 0.3494, 5.3474, 10.9321
O, 6.6623, 1.5928, 9.6293
O, 4.7771, 8.7031, 14.6777

Results
free energy: -135861.160 eV
free energy less fixed offsets of O -568.88, P -755.39, Si -635.61 eV per atom: -6.050 eV

Forces (eV/angstrom), in the order of the atoms: element, x, y, z
Si, -0.015, 0.0199, 0.0444
Si, 0.0102, -0.0232, 0.062
Si, -0.0239, 0.017, 0.0601
Si, 0.0314, -0.0166, 0.0625
Si, 0.0115, -0.0186, 0.0615
Si, -0.0074, 0.0173, 0.0531
Si, 0.0188, -0.0016, 0.0528
Si, -0.016, 0.0167, 0.0486
Si, -0.0133, 0.0015, -0.0211
Si, 0.0065, -0.0055, -0.0321
Si, -0.0017, 0.0041, -0.0291
Si, 0.014, -0.0144, -0.0281
Si, 0.0018, -0.0135, -0.0321
Si, -0.0117, 0.0049, -0.025
Si, 0.0114, -0.0062, -0.0286
Si, 0.0003, 0.0113, -0.0232
Si, 0.0024, 0.0007, 0.0313
Si, 0.0164, 0.0021, -0.062
Si, -0.0113, -0.0065, -0.0687
Si, -0.0013, 0.0039, 0.0343
Si, -0.007, -0.0067, -0.0254
Si, -0.0001, 0.0041, 0.0308
Si, -0.0051, 0.0105, 0.034
Si, 0.0145, 0.0117, -0.042
Si, -0.012, 0.0008, -0.03
Si, 0.0064, -0.0003, 0.0585
Si, 0.0065, 0.0252, 0.0424
Si, -0.0043, 0.0046, -0.0335
Si, 0.0004, -0.0081, 0.0349
Si, 0.0003, -0.0124, -0.025
Si, 0.0112, -0.0062, -0.0307
Si, -0.0485, -0.0124, 0.065
Si, -0.0187, -0.0024, 0.0028
Si, 0.0174, -0.0225, -0.0065
Si, 0.0048, -0.0092, -0.0048
Si, 0.0097, 0.0038, 0.0013
Si, -0.0019, -0.0082, -0.0073
Si, 0, 0.0027, -0.0032
Si, -0.0031, 0.0049, 0.0004
Si, 0.0116, 0.0148, 0.0011
Si, 0, 0.0183, 0.0012
Si, -0.0006, -0.0114, 0.0022
Si, -0.0042, 0.0107, -0.0041
Si, -0.0021, -0.0058, 0.0027
Si, 0.007, -0.0012, 0.0068
Si, -0.0162, -0.0117, 0.0005
Si, -0.0004, 0.0026, 0.0007
Si, -0.0021, 0.0038, -0.0003
Si, 0.0025, -0.0196, -0.0015
Si, 0.0045, -0.0079, -0.0049
Si, -0.0105, -0.0087, -0.0009
Si, -0.0022, 0.0041, 0.0005
Si, 0.0052, -0.0078, 0.006
Si, 0.0185, 0.0059, 0.0002
Si, -0.008, 0.0047, -0.0097
Si, 0.0135, 0.0175, 0.0044
Si, -0.013, 0.0057, 0.0296
Si, 0.0022, 0.0106, 0.0086
Si, 0.0117, 0.0017, 0.045
Si, -0.0026, 0.0105, 0.0095
Si, -0.0225, -0.0066, 0.0125
Si, -0.0218, -0.008, 0.0383
Si, 0.0082, 0.0075, -0.0037
Si, -0.0087, 0.002, 0.0179
Si, -0.0169, 0.0074, -0.0046
Si, 0.02, -0.0066, 0.0284
Si, 0.0326, 0.0594, -0.0395
Si, -0.0103, -0.0442, 0.0319
Si, 0.0068, 0.0014, 0.0146
Si, -0.0013, -0.0159, 0.0089
Si, 0.0385, 0.0259, 0.0443
Si, 0.0234, -0.0139, -0.0434
Si, -0.0118, -0.0279, 0.0603
Si, 0.0232, -0.0139, 0.0569
Si, -0.0096, -0.0302, 0.0742
Si, 0.0061, 0.02, -0.0093
Si, -0.0466, -0.0105, 0.0922
Si, -0.0141, -0.0013, 0.0552
Si, -0.0216, -0.0155, -0.0387
P, 0.0238, -0.005, 0.1244
Si, -0.0194, 0.0164, -0.0053
Si, -0.0639, 0.0541, -0.0359
Si, 0.0062, -0.0053, -0.0325
Si, 0.0099, 0.0205, 0.0095
Si, -0.0062, -0.0034, -0.0198
Si, -0.0065, 0.0261, -0.0219
Si, 0.0736, -0.0149, -0.1183
Si, 0.0015, -0.0314, -0.0169
Si, 0.0224, 0.0767, -0.2071
Si, 0.0028, -0.0825, -0.0967
Si, 0.1116, 0.0151, -0.1228
Si, -0.0859, -0.0324, -0.1325
Si, 0.02, -0.0837, -0.1402
Si, -0.0655, 0.0664, -0.0488
Si, -0.0445, -0.0223, -0.0912
Si, 0.1016, -0.0027, -0.1861
O, 0.0249, 0.0361, -0.0392
O, -0.0556, -0.0035, 0.0561
O, -0.0049, -0.0036, 0.0039
O, -0.0031, -0.0082, 0.016
O, -0.0385, -0.0369, -0.0227
O, 0.0092, 0.0301, 0.0497
O, 0.0005, 0.0036, 0.004
O, 0.0059, 0.0079, 0.0068
O, -0.0516, 0.0439, 0.0768
O, -0.0316, 0.0245, 0.0735
O, 0.049, -0.0471, 0.0505
O, 0.0239, -0.0404, 0.0499
O, 0.0503, -0.0404, 0.0765
O, 0.0395, -0.0321, 0.148
O, -0.0065, -0.0201, 0.1599
O, -0.0499, 0.055, 0.0773
O, -0.038, 0.0317, -0.0322
O, -0.0293, 0.0368, -0.0348
O, -0.031, 0.0408, -0.0428
O, 0.0301, -0.0393, -0.0317
O, 0.0422, -0.0326, -0.0372
O, -0.0412, 0.028, -0.0335
O, 0.0416, -0.0358, -0.0351
O, 0.0269, -0.0423, -0.0358
Si, 0.0017, 0.0034, 0.0267
Si, 0.0045, -0.004, 0.0278
Si, 0.0032, 0.007, 0.0254
Si, 0.004, -0.0103, 0.0252
Si, 0.0007, 0.0027, 0.0387
Si, -0.0081, -0.0026, 0.0284
Si, 0.0007, -0.002, 0.0438
Si, -0.0094, 0.0142, 0.0009
Si, -0.0228, 0.0133, -0.0388
Si, -0.0031, -0.006, -0.0087
Si, -0.0077, 0.0023, 0.0181
Si, 0, 0.0038, -0.0032
Si, -0.0126, -0.0148, -0.0371
Si, 0.0194, -0.0145, 0.0015
Si, -0.0146, 0.0138, -0.031
Si, 0.0036, 0.0111, -0.0032
Si, -0.0145, -0.0009, 0.0409
Si, -0.0063, 0.0027, 0.0142
Si, 0.0128, 0.0013, -0.0512
Si, 0.0036, -0.005, 0.0026
Si, 0.0046, -0.0011, 0.0016
Si, -0.0031, -0.0047, 0.0319
Si, -0.0104, 0.0102, -0.019
Si, 0.0026, 0.0159, -0.0574
Si, -0.0091, 0.0046, 0.018
Si, 0.0024, 0.0009, -0.0182
Si, -0.0106, 0.0045, 0.0141
Si, 0.0172, -0.009, 0.0363
Si, 0.0085, 0.0045, 0.0509
Si, 0.0047, -0.0008, 0.0055
Si, 0.0038, 0.0108, 0.0169
Si, -0.0015, 0.0066, 0.0205
Si, 0.0206, 0.0018, 0.0333
Si, -0.0085, -0.0032, 0.03
Si, 0.0008, 0.0042, 0.0168
Si, -0.0061, 0.0071, 0.0134
Si, 0.0004, -0.0032, 0.0173
O, -0.0084, -0.0231, -0.0144
O, 0.0003, 0.0019, -0.0054
O, -0.0065, -0.0052, -0.0091
O, 0.0066, -0.0006, -0.0036
O, 0.0065, 0.0048, -0.0027
O, 0.0125, 0.0007, -0.0163
O, 0.0009, 0.0043, 0.0114
O, -0.014, -0.0015, -0.0009
O, 0.0015, 0.0002, 0.0022
O, 0.0009, -0.0008, -0.0084
O, -0.0096, 0.0028, -0.0318
O, 0.0106, -0.0115, 0.0071
O, 0.0056, 0.0088, -0.0198
O, -0.0044, 0.0036, 0.0138
O, -0.0022, -0.002, -0.0141
O, -0.006, 0.0058, -0.0209
O, -0.0005, 0.0008, 0.0046
O, -0.0009, 0.002, -0.0059
O, 0.0027, 0.0012, -0.0215
O, -0.0017, -0.0024, 0.0141
O, 0.0017, 0.0025, -0.008
O, 0.0073, 0.0049, -0.0032
O, -0.0168, -0.0078, 0.0009
O, 0.0032, 0.0055, -0.0066
O, 0.0022, 0.0047, 0.0172
O, 0.001, 0.0001, -0.0089
O, 0.0097, -0.0132, 0.0082
O, -0.0008, 0.0001, -0.0092
O, -0.0074, 0.0036, -0.0329
O, 0.0009, 0.0028, 0.0056
O, 0.003, -0.0141, -0.0079
O, 0.005, -0.0008, 0.0132
O, 0.0023, 0.0036, -0.0284
O, 0.0014, 0.0012, 0.0077
O, -0.0061, 0.0033, -0.0158
O, -0.0011, -0.0056, 0.0181
O, -0.003, 0.0081, -0.0274
O, -0.0015, 0.0003, -0.0066
O, -0.0014, -0.0007, -0.0237
O, -0.0009, -0.0014, -0.0095
O, -0.0173, 0.0168, 0.034
O, -0.0171, 0.0392, 0.0006
O, -0.0008, -0.0116, -0.0028
O, 0.0007, 0.0016, -0.0071
O, -0.0014, 0.0021, -0.0118
O, 0, -0.0016, -0.0181
O, 0.0023, -0.0006, -0.018
O, -0.0004, 0.0018, -0.0064
O, -0.0114, 0.0109, -0.0183
O, 0.0075, 0.0147, -0.0017
O, 0.027, 0.0137, -0.0159
O, 0.0219, -0.001, 0.0369
O, -0.0045, 0.0041, 0.0057
O, 0.0036, -0.0014, -0.0157
O, 0.0302, 0.0018, -0.0074
O, -0.0153, -0.0248, -0.0111
O, 0.0022, -0.0026, -0.0235
O, -0.0074, 0.0009, -0.0298
O, -0.0021, 0, -0.003
O, 0.0004, 0.0047, -0.0107
O, -0.0016, 0.0332, -0.03
O, 0.0009, -0.0032, 0.003
O, -0.0104, -0.0223, -0.0361
O, 0.0126, -0.0199, 0.031
O, -0.0074, 0.0022, -0.0036
O, 0.002, 0.0016, -0.0153

The program warned: the cutoff lies below the one the program advises for these potential files; the exchange-correlation potential is rough where the density is thin.
